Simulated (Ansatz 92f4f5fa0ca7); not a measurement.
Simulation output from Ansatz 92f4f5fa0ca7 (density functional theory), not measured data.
Periodic cell of 223 atoms, Si132O90B1, from a study of silicon, its oxide and their interface. The atomic structure is a simulated model.
Doubt: the cutoff is far below the 930 eV that the study's wrapper takes by default for these files, so forces and energies are approximate.
This geometry differs little from another in the collection (a relaxation step or a small displacement).

Settings
functional: PBE
potential files: Ansatz PAW
basis: plane waves
wave-function cutoff: 580 eV
density cutoff ratio: 5
exchange-correlation grid ratio: 1
k mesh: 1 x 1 x 1, Gamma-centred
self-consistency stop: 5e-08 eV per atom in the density residual
occupations: fixed
spin: none
net charge: -1 e, with a uniform compensating background and no finite-size correction

Cell vectors (angstrom)
a, 10.938, 0, 0
b, 0, 10.938, 0
c, 0, 0, 32.1988

Atoms: element, x, y, z (angstrom)
Si, 10.5807, 0.227, 24.8804
Si, 5.734, 10.6778, 24.7565
Si, 2.4762, 2.9153, 24.6535
Si, 8.4224, 2.4663, 24.8469
Si, 0.2733, 5.1644, 24.773
Si, 5.1504, 5.7505, 24.701
Si, 2.9297, 8.0064, 24.6145
Si, 7.9328, 8.4343, 24.7478
Si, 1.3235, 1.384, 26.0532
Si, 6.839, 1.3094, 26.1361
Si, 4.0411, 4.1052, 26.0007
Si, 9.6066, 4.0583, 26.1074
Si, 1.3936, 6.8259, 26.018
Si, 6.7619, 6.8518, 26.0429
Si, 4.0977, 9.5346, 26.0147
Si, 9.46, 9.568, 26.1606
Si, 2.7204, -0.0081, 27.364
Si, 8.1529, -0.0231, 27.5764
Si, 0.0054, 2.7143, 27.5175
Si, 5.4327, 2.7431, 27.3845
Si, 2.7235, 5.4635, 27.4494
Si, 8.1793, 5.4693, 27.375
Si, -0.0138, 8.1808, 27.3925
Si, 5.4334, 8.198, 27.471
Si, 4.0706, 1.366, 28.7655
Si, 9.5667, 1.3487, 28.8752
Si, 1.3633, 4.1094, 28.8447
Si, 6.8209, 4.1005, 28.7641
Si, 4.09, 6.8156, 28.8297
Si, 9.5477, 6.8234, 28.7721
Si, 1.3571, 9.5657, 28.7582
Si, 6.7793, 9.5451, 28.885
Si, 0.0118, -0.0304, 30.195
Si, 5.4176, 0.0145, 30.1881
Si, 2.7343, 2.7256, 30.1866
Si, 8.178, 2.7454, 30.175
Si, -0.0299, 5.4731, 30.1751
Si, 5.4751, 5.4536, 30.1801
Si, 2.7108, 8.2076, 30.1546
Si, 8.1986, 8.1764, 30.1899
Si, 1.3621, 1.3603, 31.5628
Si, 6.8083, 1.3772, 31.5399
Si, 4.1151, 4.0867, 31.5578
Si, 9.5525, 4.1001, 31.5495
Si, 1.3458, 6.8503, 31.5262
Si, 6.8393, 6.814, 31.5669
Si, 4.0627, 9.5727, 31.5464
Si, 9.5737, 9.5413, 31.56
Si, 2.7233, -0.0028, 0.7427
Si, 8.1929, 0.0059, 0.6872
Si, -0.0173, 2.7353, 0.7281
Si, 5.4759, 2.73, 0.7575
Si, 2.7242, 5.484, 0.6818
Si, 8.2057, 5.45, 0.7481
Si, 0.0039, 8.1822, 0.7486
Si, 5.4555, 8.2109, 0.7053
Si, 4.0888, 1.3684, 2.1141
Si, 9.5414, 1.3545, 2.0876
Si, 1.3659, 4.1343, 2.0641
Si, 6.8677, 4.0758, 2.1367
Si, 4.0954, 6.8327, 2.0695
Si, 9.5857, 6.8002, 2.118
Si, 1.3624, 9.5689, 2.1123
Si, 6.8199, 9.5972, 2.0618
Si, -0.009, 0.0152, 3.4508
Si, 5.4796, 0.0195, 3.4832
Si, 2.7056, 2.7638, 3.4341
Si, 8.2346, 2.7107, 3.5392
Si, -0.0001, 5.4199, 3.5175
Si, 5.4684, 5.4651, 3.4344
Si, 2.7532, 8.2032, 3.4652
Si, 8.1967, 8.2192, 3.3909
Si, 1.2338, 1.5202, 4.8037
Si, 6.8177, 1.3627, 4.9228
Si, 4.1099, 4.1035, 4.8125
Si, 9.7533, 3.8966, 4.9481
Si, 1.3985, 6.8312, 4.8341
Si, 6.86, 6.8481, 4.7506
Si, 4.1212, 9.5844, 4.8396
Si, 9.5253, 9.5738, 4.7844
Si, 2.719, 0.1273, 6.0421
Si, 8.2433, 0.0196, 6.2614
B, 0.0496, 2.6467, 6.0566
Si, 5.4349, 2.7559, 6.2974
Si, 2.7191, 5.4211, 6.2085
Si, 8.2427, 5.4101, 6.0516
Si, -0.0093, 8.2165, 6.1392
Si, 5.5318, 8.2237, 6.2052
Si, 3.7674, 1.6044, 7.5816
Si, 9.9564, 1.3506, 7.2637
Si, 1.3966, 3.6548, 7.172
Si, 6.6314, 4.4464, 7.4763
Si, 4.3624, 6.6397, 7.4997
Si, 9.3576, 6.9656, 7.3954
Si, 1.1032, 9.9626, 7.2828
Si, 7.1691, 9.2767, 7.6313
O, 8.2847, 8.1025, 7.8626
O, 2.5695, 2.6979, 7.893
O, 9.5135, 1.3506, 24.2787
O, 4.0457, 6.8648, 24.1294
O, 0.0302, 0.1461, 7.86
O, 5.5035, 5.5471, 8.0109
O, 6.8437, 9.5674, 24.2046
O, 1.3654, 4.0581, 24.1726
O, 3.8624, 7.4795, 8.8649
O, 0.6135, 4.3165, 8.4667
O, 9.8098, 6.2785, 8.8398
O, 1.9435, 9.3852, 8.5739
O, 7.429, 3.9716, 8.847
O, 4.2515, 0.9893, 9.0614
O, 6.7466, 9.5644, 9.2058
O, 9.2289, 2.0004, 8.6287
O, 7.7139, 3.158, 23.5333
O, 10.4958, 5.8409, 23.458
O, 5.0902, 0.4311, 23.4088
O, 5.8622, 5.0978, 23.362
O, 3.1042, 2.2077, 23.2811
O, 2.2888, 8.7214, 23.2415
O, 8.609, 7.7473, 23.4024
O, 0.2267, 10.3512, 23.5915
Si, 4.3941, 1.5721, 22.4833
Si, 3.5022, 7.9327, 14.0147
Si, 7.1437, 0.9615, 14.634
Si, 0.9383, 9.3581, 22.5394
Si, 1.2011, 4.284, 11.828
Si, 6.279, 8.9658, 15.303
Si, 0.7067, 1.3363, 12.258
Si, 8.6331, 4.951, 20.5142
Si, 0.3056, 5.664, 9.2869
Si, 5.1093, 3.112, 17.9196
Si, 0.8871, 3.7363, 16.7065
Si, 10.4074, 2.8399, 19.2084
Si, 5.3143, 1.2034, 10.2974
Si, 0.8943, 0.1711, 19.8524
Si, 6.6536, 9.4777, 10.8327
Si, 9.3524, 9.6752, 18.3147
Si, 9.396, 9.2541, 12.5529
Si, 6.5772, 3.8484, 22.6013
Si, 2.4045, 8.0446, 9.3426
Si, 10.6036, 7.3648, 17.0666
Si, 2.521, 6.2907, 16.5623
Si, 10.1902, 4.4819, 14.1353
Si, 6.1493, 9.1839, 18.502
Si, 7.9936, 2.5912, 9.4945
Si, 8.9036, 2.1269, 12.3948
Si, 5.353, 6.2375, 18.0501
Si, 3.936, 0.5571, 19.4725
Si, 4.3067, 3.8436, 12.0194
Si, 5.5585, 6.6162, 12.1164
Si, 8.0257, 2.4923, 17.1998
Si, 4.3774, 2.4808, 14.9369
Si, 1.5631, 1.1991, 15.2257
Si, 1.5816, 9.382, 12.0129
Si, 8.0634, 6.8507, 13.8503
Si, 10.3945, 9.8349, 15.472
Si, 9.8044, 7.0107, 22.5708
Si, 8.1269, 5.4802, 17.4094
O, 6.0548, 7.9787, 11.2859
O, 6.0336, 9.2086, 16.8851
O, 7.7085, 1.3562, 13.1659
O, 0.9198, 1.7178, 13.8323
O, 9.4496, 6.2427, 16.8766
O, 6.7715, 6.2091, 13.1224
O, 5.1478, 4.65, 18.5894
O, 9.2312, 2.1388, 18.2665
O, 2.3792, 0.0929, 19.0896
O, 9.429, 10.2314, 16.7572
O, 2.8109, 4.4189, 11.6827
O, 5.0774, 10.3192, 19.1026
O, 9.4382, 3.2353, 13.4389
O, 0.4638, 1.7626, 19.9446
O, 3.1796, 1.3505, 15.0386
O, 8.1707, 5.386, 19.0257
O, 3.9054, 6.5864, 17.3771
O, 4.5755, 3.2749, 16.3686
O, 9.0767, 5.6601, 14.2888
O, 5.4578, 2.7601, 22.1483
O, 10.6849, 4.1333, 15.6369
O, 0.3382, 3.8511, 18.2429
O, 10.438, 10.5073, 19.2143
O, 9.6502, 10.0273, 14.0216
O, 10.8975, 8.1262, 22.1063
O, 1.2133, 2.1571, 16.493
O, 9.7426, 3.7517, 20.3929
O, 8.1546, 4.0274, 16.6863
O, -0.0362, 9.0987, 11.9022
O, 6.5909, 2.4005, 17.9762
O, 5.5959, 10.7386, 11.1637
O, 7.7616, 9.5894, 18.8327
O, 10.0553, 0.9961, 12.0383
O, 1.3974, 6.8269, 9.0091
O, 0.6372, 4.7547, 13.2985
O, 5.715, 7.6194, 18.9644
O, 5.2514, 5.1037, 11.501
O, 2.7248, 6.9919, 15.1081
O, 0.9494, 2.711, 11.4358
O, 0.8796, 10.6763, 15.5394
O, 2.3843, 8.5006, 10.9078
O, 4.7639, 2.4498, 11.2548
O, 4.2683, 3.5132, 13.6577
O, 2.2007, 4.6846, 16.4664
O, 10.7128, 8.2457, 15.6885
O, 6.9376, 10.2953, 14.6577
O, 2.3553, 8.9513, 13.4094
O, 8.0597, 1.5231, 15.8823
O, 4.1468, 6.9945, 12.8538
O, 4.1896, 2.0048, 18.7156
O, 7.3034, 4.4086, 21.2669
O, 8.4542, 2.8854, 11.0381
O, 1.1953, 6.8677, 17.3524
O, 5.6858, 1.5936, 14.7428
O, 8.1364, 9.763, 11.581
O, 9.215, 6.2808, 21.2442
O, 8.9714, 7.7227, 12.8511
O, 1.6789, 0.088, 11.8437
O, 6.6632, 6.1433, 17.0531
O, 7.4085, 7.7998, 15.0309
O, 1.2121, 10.2914, 21.2319
O, 10.0406, 8.1948, 18.3451
O, 3.9661, 0.8581, 21.0828
O, 0.3554, 5.2743, 10.86
O, 6.7432, 1.5502, 9.5869
O, 4.786, 8.7102, 14.679

Results
free energy: -135251.080 eV
free energy less fixed offsets of B -154.04, O -568.88, Si -635.61 eV per atom: 2.680 eV

Forces (eV/angstrom), in the order of the atoms: element, x, y, z
Si, -0.0003, 0.0002, -0.0009
Si, 0.0002, -0.0009, -0.0014
Si, -0.0002, 0.0007, -0.0012
Si, 0, -0.0006, -0.0013
Si, 0.0006, 0, -0.0016
Si, 0, 0.0002, -0.0004
Si, 0.0006, -0.0007, -0.0016
Si, -0.0004, -0.0002, -0.0006
Si, 0.0007, -0.0008, 0.0009
Si, -0.0001, 0.0007, 0.0011
Si, 0.0009, -0.0008, 0.0004
Si, -0.0007, 0.0008, 0.0008
Si, -0.0008, 0.0008, 0.0008
Si, 0.0006, -0.0005, 0.0006
Si, -0.0007, 0.0009, 0.0007
Si, 0.0006, -0.0005, 0.0012
Si, -0.0002, 0, 0.0008
Si, 0.0003, 0.0001, -0.0016
Si, -0.0002, -0.0005, -0.0012
Si, -0.0004, 0.0001, 0.0007
Si, -0.0001, -0.0003, -0.0004
Si, -0.0002, 0.0002, 0.0007
Si, 0, 0, 0.0007
Si, 0.0008, 0.0001, -0.0006
Si, 0, 0, -0.0005
Si, -0.0004, 0, 0.0012
Si, 0.0002, 0.0008, 0.0013
Si, 0.0003, -0.0006, -0.0005
Si, -0.0006, -0.0002, 0.0014
Si, 0.0001, 0.0001, -0.0005
Si, -0.0002, -0.0003, -0.0006
Si, -0.0006, -0.0006, 0.0015
Si, 0.001, -0.0007, -0.0003
Si, -0.0006, 0.0006, -0.0001
Si, 0.0008, -0.0015, -0.0003
Si, -0.0006, 0.001, -0.0002
Si, -0.0011, 0.0005, -0.0003
Si, 0.0006, -0.0003, -0.0002
Si, -0.0006, 0.0008, -0.0002
Si, 0.0004, -0.0009, -0.0004
Si, -0.001, 0.001, 0.0002
Si, 0.0005, -0.001, -0.0005
Si, -0.0006, 0.001, -0.0002
Si, 0.0006, -0.0014, 0
Si, 0.0015, -0.0002, -0.0006
Si, 0, 0.0006, 0.0004
Si, 0.0003, -0.001, 0.0003
Si, -0.0009, 0.0005, -0.0003
Si, 0.0008, -0.0007, -0.0002
Si, -0.0003, 0.0001, 0.0003
Si, 0.0001, -0.0003, 0.0002
Si, 0.0001, -0.0008, 0.0002
Si, -0.0002, -0.0001, 0.0001
Si, -0.0009, 0.0012, -0.0005
Si, -0.0007, 0.0002, 0.0001
Si, -0.0001, -0.0003, 0.0001
Si, -0.0005, -0.0002, -0.0008
Si, 0.0003, 0.0007, -0.0011
Si, 0.0004, -0.0015, -0.0004
Si, 0.0003, 0.0003, -0.0007
Si, 0.0004, 0.0016, -0.0011
Si, -0.0009, -0.0003, -0.0006
Si, 0.0019, -0.0005, -0.0018
Si, -0.0004, -0.001, -0.0004
Si, 0.0001, 0.0065, 0.0075
Si, 0.0006, -0.0019, -0.0003
Si, -0.0025, 0.0009, 0.0039
Si, 0.0012, -0.002, 0.0027
Si, 0.0005, -0.0014, 0.0028
Si, 0, 0.0027, -0.0001
Si, 0.0036, -0.0011, 0
Si, -0.0017, 0.0012, 0.0022
Si, 0.0073, -0.0039, -0.0179
Si, 0.0019, 0.0024, -0.0008
Si, -0.0024, -0.0054, -0.0001
Si, -0.0023, 0.0033, -0.0059
Si, -0.0023, 0.0006, -0.0006
Si, -0.0008, 0.0033, -0.006
Si, 0.0007, -0.0022, -0.0054
Si, -0.0022, -0.0045, -0.0012
Si, -0.0004, 0.0019, 0.0045
Si, -0.0015, 0.0006, -0.0056
B, -0.01, 0.0024, 0.0152
Si, -0.002, -0.0005, -0.0013
Si, 0.0028, 0.0038, -0.0014
Si, 0.0009, -0.0029, 0.0033
Si, 0.0001, -0.0011, 0
Si, 0.0016, 0.0011, 0.0006
Si, -0.0014, 0.0017, -0.0012
Si, 0.0083, 0.0017, 0.0044
Si, 0.0009, -0.0096, 0.0162
Si, 0.0014, -0.0016, 0
Si, -0.0005, -0.0016, 0.0048
Si, 0.0132, -0.0053, -0.0119
Si, 0.0015, -0.0025, -0.0005
Si, -0.0026, -0.0005, -0.0083
O, -0.0026, -0.0056, 0.0152
O, -0.006, 0.006, -0.0048
O, -0.0002, 0.0006, 0.0006
O, -0.0005, 0.0005, 0.0005
O, -0.0014, 0.0021, -0.0017
O, -0.0004, 0.001, -0.0023
O, -0.0001, 0.0004, 0.0004
O, -0.0003, -0.0001, 0.0007
O, -0.0028, 0.002, 0.0001
O, -0.0024, 0.0276, 0.0031
O, 0.008, -0.0067, 0.003
O, 0.0019, -0.0039, 0.0054
O, 0.0016, -0.0016, 0.0026
O, 0.0026, -0.0015, 0.0031
O, -0.0043, 0.0045, 0.0039
O, -0.002, 0.0023, 0.0009
O, -0.0005, 0.0006, -0.0015
O, -0.0004, 0.0003, -0.0012
O, -0.0005, 0.0006, -0.0012
O, 0.0003, -0.0006, -0.0014
O, 0.0004, -0.0004, -0.0011
O, -0.0004, 0.0003, -0.001
O, 0.0006, -0.0006, -0.0016
O, 0.0006, -0.0007, -0.0016
Si, 0, 0, 0.0027
Si, -0.0004, -0.0002, -0.0022
Si, -0.0001, 0.0004, -0.0019
Si, -0.0002, -0.0001, 0.0025
Si, -0.0017, 0.0012, -0.0033
Si, -0.0001, 0.0002, -0.0011
Si, 0, 0.001, -0.0024
Si, 0, 0.0001, 0.0018
Si, -0.0009, -0.0207, -0.0073
Si, -0.0002, 0, 0.0002
Si, -0.0005, -0.0001, -0.0007
Si, -0.0001, 0, 0.0011
Si, -0.0018, 0.0007, -0.0042
Si, 0.0002, -0.0001, 0.0016
Si, -0.0009, 0.0018, 0.0012
Si, 0.0002, 0.0003, 0.0004
Si, 0.001, 0.0003, -0.0019
Si, -0.0001, 0, 0.0026
Si, 0.0016, 0.0042, -0.0048
Si, -0.0001, 0.0004, -0.0003
Si, -0.0002, 0.0005, -0.001
Si, 0.0009, -0.0003, -0.0021
Si, -0.0002, 0.0003, 0.0003
Si, 0.001, 0.0021, -0.0039
Si, 0.0004, 0.0004, -0.0027
Si, 0, 0, 0.0002
Si, -0.0003, 0.0001, 0.0015
Si, -0.0001, -0.0006, -0.0024
Si, -0.0005, -0.0006, -0.0019
Si, 0.0002, 0, 0
Si, 0.0005, 0.0002, -0.0019
Si, -0.0003, 0.0002, -0.0017
Si, 0.0002, -0.0004, -0.0028
Si, 0.0002, -0.0003, -0.0018
Si, -0.0001, 0.0001, -0.0012
Si, -0.0004, 0.0003, 0.0026
Si, 0, -0.0001, 0.0004
O, 0.0006, -0.0005, 0.0005
O, 0, -0.0001, 0.0001
O, -0.0004, -0.0004, 0.001
O, 0.0003, -0.0002, 0.0013
O, 0, 0, -0.0001
O, 0.0004, 0.0003, 0.0009
O, 0, 0.0001, -0.0004
O, -0.0001, 0, -0.0005
O, 0.0001, 0, -0.0007
O, -0.0001, -0.0001, 0.0001
O, -0.0002, 0.0002, 0.0015
O, 0.0003, -0.0002, -0.0006
O, 0.0001, 0.0007, 0.0013
O, -0.0001, 0.0001, -0.0007
O, 0, 0, 0.0007
O, -0.0002, 0.0001, -0.001
O, 0.0002, -0.0001, 0
O, 0.0001, 0, 0.0002
O, -0.0003, 0.0004, 0.0006
O, 0, -0.0001, -0.001
O, 0.0005, 0, 0.0006
O, 0.0003, 0.0002, -0.0006
O, -0.0003, -0.0001, -0.0007
O, 0, 0, 0.0007
O, 0.0001, 0.0001, -0.001
O, -0.0001, 0.0003, 0
O, 0.0001, 0, -0.0009
O, -0.0001, 0, -0.0001
O, -0.0005, 0.0002, 0.0011
O, 0.0001, 0.0001, -0.0002
O, -0.0003, -0.0005, 0.002
O, 0, 0, -0.0004
O, 0, -0.0001, 0.001
O, -0.0023, -0.0025, -0.0002
O, -0.0003, -0.0005, 0.0001
O, 0, 0, -0.0005
O, 0.0002, 0.0003, 0.0008
O, 0, -0.0004, 0.0008
O, -0.0002, -0.0009, 0.0024
O, 0, 0, 0.0004
O, -0.0004, 0.0001, 0.0004
O, -0.0001, 0.0008, 0.0016
O, 0, -0.0001, 0.0013
O, -0.0002, -0.0003, 0.0003
O, -0.0001, -0.0001, 0.0006
O, -0.0001, -0.0003, 0.0006
O, 0.0004, -0.0001, 0.0012
O, 0.0002, 0.0001, 0.0004
O, -0.0002, 0.0005, 0.0012
O, 0.0002, 0.0003, -0.0006
O, 0.0004, 0.0001, -0.0012
O, -0.0002, -0.0001, 0.0005
O, 0, -0.0002, -0.0001
O, -0.0004, 0.0002, 0.0007
O, 0.0005, -0.0011, 0.0005
O, -0.0002, -0.0004, -0.0013
O, -0.0003, -0.0002, 0.0008
O, -0.0001, 0.0004, 0.0009
O, -0.0001, 0, 0
O, -0.0002, 0.0002, 0.0006
O, 0, 0.0005, -0.0016
O, 0, -0.0001, -0.0002
O, -0.0001, -0.0003, -0.0016
O, 0.0002, -0.0012, -0.0111
O, 0, -0.0009, 0.0011
O, 0.0004, 0.0002, 0.0006

The program warned: the cutoff lies below the one the program advises for these potential files; the forces do not sum to zero within the program's tolerance; the exchange-correlation potential is rough where the density is thin.
